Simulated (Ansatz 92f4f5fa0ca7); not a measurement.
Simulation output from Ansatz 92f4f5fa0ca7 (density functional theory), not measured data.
Periodic cell of 166 atoms, Si98O68, from a study of silicon, its oxide and their interface. The atomic structure is a simulated model.

Settings
functional: r2SCAN
potential files: Ansatz norm-conserving
basis: plane waves
wave-function cutoff: 1300 eV
density cutoff ratio: 4
exchange-correlation grid ratio: 1
k mesh: 2 x 2 x 1, shifted by 0.5 0.5 0.5 of a step
self-consistency stop: 5e-08 eV per atom in the density residual
occupations: Fermi-Dirac, 0.05 eV
spin: none
net charge: 0

Cell vectors (angstrom)
a, 10.9364, -0.1063, 0.0739
b, -0.1063, 11.0141, 0.0364
c, 0.167, 0.0824, 24.7217

Atoms: element, x, y, z (angstrom)
Si, -0.1545, 0.1511, -0.1146
Si, 2.7329, 2.5855, 0.6111
Si, -0.5494, 5.923, 0.3777
Si, 2.8649, 8.42, 0.1157
Si, 6.1157, -0.5493, -0.301
Si, 8.6937, 2.4041, 0.1555
Si, 5.0357, 5.8329, 0.386
Si, 8.1949, 8.3328, 0.3469
Si, 1.1049, 1.3631, 1.5177
Si, 4.0603, 4.131, 1.4591
Si, 1.5197, 6.8412, 1.2304
Si, 4.3279, 9.7691, 1.2261
Si, 6.8561, 1.4469, 1.2653
Si, 9.6325, 3.9582, 1.7207
Si, 6.936, 6.9326, 1.5029
Si, 9.86, 9.3061, 1.3087
Si, 0.0947, 2.7093, 2.9783
Si, 3.0004, -0.0313, 2.7496
Si, -0.1073, 7.7912, 2.5191
Si, 2.8769, 5.3463, 2.9809
Si, 5.4177, 2.8401, 2.7504
Si, 8.1639, -0.0082, 2.6269
Si, 5.4081, 8.1448, 2.6263
Si, 8.3582, 5.4389, 2.9571
Si, 1.5413, 4.073, 4.2924
Si, 4.3486, 1.3347, 3.9963
Si, 1.3546, 9.4847, 3.9052
Si, 4.0612, 6.7914, 4.2064
Si, 7.0496, 4.0673, 4.1905
Si, 9.6323, 1.0359, 4.1952
Si, 6.904, 9.3703, 4.0582
Si, 9.6694, 6.7818, 4.1771
Si, 0.1848, -0.0589, 5.373
Si, 2.9782, 2.7171, 5.3004
Si, -0.033, 5.2459, 5.313
Si, 2.696, 8.1552, 5.4158
Si, 5.6301, -0.0872, 5.398
Si, 8.1883, 2.4789, 5.7316
Si, 5.653, 5.2909, 5.6614
Si, 8.1271, 8.1141, 5.5896
Si, 1.7847, 1.2251, 6.7729
Si, 4.08, 4.0669, 7.1352
Si, 1.3655, 6.7175, 6.6536
Si, 4.068, 9.4351, 6.8489
Si, 6.9901, 1.1365, 7.1327
Si, 9.7133, 3.6994, 6.7684
Si, 6.7831, 6.6593, 6.8279
Si, 9.2926, 9.5813, 6.8951
Si, 0.1916, 2.6967, 8.1769
Si, 3.067, 0.0474, 8.4052
Si, 0.1117, 8.0322, 8.282
Si, 2.5388, 5.675, 8.2959
Si, 5.6761, 2.6351, 8.2763
Si, 8.28, -0.3091, 8.4992
Si, 5.413, 8.0326, 8.1864
Si, 8.5003, 5.3147, 7.812
Si, 0.8791, 4.4048, 9.6334
Si, 4.2044, 1.8042, 9.9041
Si, 1.7227, 9.4819, 9.8331
Si, 4.2541, 6.8402, 9.6291
Si, 7.1807, 4.1493, 9.2376
Si, 9.791, 1.1234, 9.6293
Si, 6.734, 9.4719, 10.0458
Si, 9.5323, 6.7686, 9.5635
Si, 0.3563, 0.1622, 10.9346
Si, 2.2653, 2.8399, 10.9218
Si, -0.6248, 5.3495, 11.3157
Si, 3.2034, 8.0319, 11.383
Si, 5.3195, -0.5425, 11.2375
Si, 8.554, 2.7517, 10.7245
Si, 5.7424, 5.4338, 10.6243
Si, 8.0647, 7.6207, 10.7912
Si, 2.4982, -0.7945, 19.6314
Si, 0.3818, 9.1288, 15.3883
Si, 2.9656, -2.9664, 16.246
Si, 7.1134, 6.7385, 15.2517
Si, 5.796, 1.1279, 15.6921
Si, -1.3851, 7.3459, 13.4218
Si, 3.3889, 4.9468, 12.6906
Si, 7.2412, -1.4769, 15.0582
Si, 4.9704, -2.2752, 18.372
Si, 7.4037, 7.0078, 18.4692
Si, -3.8526, 12.8214, 18.3419
Si, -6.6383, 5.8583, 15.2863
Si, 3.957, 12.5614, 18.1831
Si, 11.5996, 7.9319, 18.2374
Si, -3.9362, 4.5533, 19.6965
Si, -5.539, 15.781, 22.3296
Si, 4.3536, 12.6638, 23.0569
Si, 1.206, 9.5874, 22.3226
Si, 7.167, 1.3091, 12.8958
Si, 2.7383, 16.3967, 20.8284
Si, -1.2433, -0.0996, 13.6484
Si, 2.1222, 3.0213, 22.3905
Si, -0.602, 4.2467, 22.5779
Si, -3.2686, 10.002, 17.997
Si, 4.0324, 4.4362, 18.2692
Si, 11.1871, 6.6191, 21.0777
O, -1.4059, 1.1651, -0.2401
O, -6.6314, -9.677, -8.2344
O, -0.0101, 4.9616, -0.8915
O, 2.0147, 3.3044, -0.677
O, 3.1271, 2.8299, -6.2113
O, 1.7267, 10.4314, -3.5565
O, 2.3272, 3.7832, -3.5417
O, 5.1556, 0.2226, -1.6596
O, 8.7662, 3.4059, -1.2015
O, -8.9378, -1.9868, -9.5329
O, 3.9681, 7.1441, -0.296
O, 5.7124, 5.584, -1.0882
O, 9.4434, 7.0635, -0.0861
O, 3.7319, 12.5092, 0.0362
O, 3.1582, -4.4499, 12.3362
O, -7.2959, -3.7626, 14.9734
O, 2.1969, 3.9259, 12.1552
O, 1.6013, 1.4911, 11.5645
O, -1.5199, 3.8724, 11.664
O, -0.3431, 6.2491, 12.6283
O, -4.9893, 13.0544, 14.2271
O, -0.4267, 10.5936, 12.4421
O, 4.4818, -1.9011, 11.7362
O, 6.4811, -0.009, 12.3347
O, 4.7593, 4.7224, 11.8099
O, 7.3117, 2.15, 11.4865
O, 5.8564, 5.641, 15.0205
O, 6.7614, 6.6372, 11.081
O, 9.1197, 8.1418, 12.1397
O, 3.9538, 4.6405, 14.1421
O, -0.0528, -2.2675, 16.8986
O, -0.0533, 10.751, 14.8682
O, 1.9359, 7.3545, 17.4297
O, 6.2504, -11.3656, 15.1681
O, 7.9778, -1.3064, 16.5336
O, 8.7638, 1.2319, 13.485
O, 8.3023, -2.4997, 18.7224
O, 1.8529, 6.3942, 21.2536
O, 8.3464, 6.5254, 14.1734
O, -3.3951, 18.113, 16.7065
O, -2.4948, -1.0002, 14.0191
O, 3.7193, 5.1011, 16.8055
O, -3.0142, 11.4957, 18.6266
O, -6.5704, -2.4467, 16.8439
O, 6.6391, -2.8287, 14.6267
O, 12.2685, -1.7671, 19.0526
O, 10.5588, 8.0044, 14.4365
O, 7.0965, 1.6712, 16.6381
O, -3.4127, 14.1041, 19.064
O, -3.0586, 16.7917, 19.3401
O, 5.4151, 12.4458, 18.8386
O, 5.5175, 15.4108, 18.9007
O, 5.881, 9.9172, 18.0991
O, -5.6851, 3.2776, 22.8753
O, -17.6338, 5.7024, 21.5572
O, 0.42, 10.5762, 23.2688
O, 3.6779, 9.0414, 19.6016
O, 0.1381, 8.2568, 21.6857
O, 10.8557, 6.8671, 19.4458
O, -4.2039, 4.5013, 21.2738
O, 5.7333, 7.2505, 18.6903
O, 2.2228, 8.9629, 23.446
O, 2.7813, 11.4476, 18.7666
O, 7.0509, 9.2347, 23.8945
O, -0.8135, 16.4265, 21.4282
O, 2.9526, 1.6843, 22.1882
O, 0.3315, 2.9131, 22.2169
O, 3.1626, 5.4806, 19.1997

Results
free energy: -43072.685 eV
free energy less fixed offsets of O -463.61, Si -117.95 eV per atom: 11.895 eV
pressure: -3.40 GPa
stress xx, yy, zz, yz, xz, xy (GPa, positive in tension): 3.6, 3.46, 3.14, -1.1, 0.97, -0.73

Forces (eV/angstrom), in the order of the atoms: element, x, y, z
Si, 0.2337, -0.4604, 1.2265
Si, -0.007, -0.9038, -1.8132
Si, 1.7367, -0.8445, -1.5874
Si, 0.414, -2.5921, -1.7153
Si, -1.2137, 1.3384, -0.9092
Si, -0.0675, 1.971, -0.5145
Si, 0.4258, 3.9536, -2.8669
Si, -0.9669, -1.1593, -3.0411
Si, 1.9138, -1.7023, 0.2236
Si, 0.1383, 0.3927, 1.356
Si, -0.3731, -0.9844, 0.9422
Si, -0.5551, 0.0149, 0.9114
Si, 0.0056, -0.8077, -0.8141
Si, 0.0539, 0.3106, 0.035
Si, -1.235, -2.4532, 0.8667
Si, -0.6929, 3.0235, 1.4237
Si, -0.8838, 0.6261, 0.7279
Si, -1.491, -0.3214, -1.2152
Si, 2.6477, 2.9062, 0.438
Si, -1.4175, 1.0638, -1.6686
Si, 2.7404, 0.2284, -0.556
Si, 1.3728, -1.3744, 0.4616
Si, -0.473, 0.7224, 1.8436
Si, -1.5534, -0.154, -1.1284
Si, -0.6062, -0.7993, -1.699
Si, -0.5767, -0.3495, 1.2399
Si, -0.1394, -0.3621, 0.5487
Si, 2.2684, 0.0399, 0.1642
Si, -1.5058, -1.4122, 0.9415
Si, -1.0484, 1.7124, 0.135
Si, -1.1612, 1.615, -0.3336
Si, -1.0989, -0.471, 2.428
Si, 0.0841, -1.0268, 0.9498
Si, 0.8744, -0.6859, 2.757
Si, -0.0146, 1.453, 1.2147
Si, -0.6837, 0.7783, 0.0142
Si, 0.5215, -1.0072, 0.9693
Si, 0.1945, -0.5883, -2.5488
Si, -3.0461, -1.1403, -1.9115
Si, 0.3545, -0.5318, -0.9328
Si, -1.4247, 0.5791, 0.2238
Si, 0.2507, -0.2481, -1.2803
Si, -1.0526, 0.311, 0.5007
Si, 0.5527, 1.4984, 0.1034
Si, -1.1626, -0.8308, -0.8821
Si, 0.7721, 0.6654, 0.2042
Si, 2.1064, 1.7895, 1.3745
Si, 2.855, -0.7176, 0.3611
Si, -0.0157, -0.6762, -0.4162
Si, 0.4003, -0.4686, -0.0973
Si, 0.5867, 1.9465, -0.6316
Si, 1.0649, -1.3317, 1.0125
Si, -0.6786, 0.8298, 0.453
Si, -0.6734, 0.6267, 0.5804
Si, 1.5676, 1.6639, -0.0157
Si, -0.5125, 1.6699, 1.3484
Si, 1.7958, -0.6887, 0.0104
Si, 0.0663, -2.4197, 0.1218
Si, -1.7404, 0.0435, 0.3747
Si, -2.3001, -0.8935, -0.5573
Si, -0.2224, -1.3461, 1.1674
Si, 0.0879, 0.5121, -0.6218
Si, 1.548, -1.6834, -3.4576
Si, 1.4051, -3.0985, -1.7818
Si, 2.3298, 0.4268, 2.4224
Si, -1.1075, -0.1883, -0.4682
Si, -1.0114, -1.812, -1.6003
Si, 0.4696, -2.2953, -0.8747
Si, -0.6848, 1.6422, 0.4706
Si, 0.9086, 2.5182, -1.1816
Si, -0.817, -0.7414, 0.5652
Si, -2.0349, 2.929, 3.1416
Si, 1.7974, -3.0037, -0.6154
Si, -0.9032, 2.751, -0.6533
Si, 1.9448, -1.5328, -0.7527
Si, -1.1986, -0.07, -1.7906
Si, 1.5342, 1.9749, 0.2173
Si, 2.2351, 0.1669, -4.6967
Si, 0.4844, 1.1641, -2.003
Si, 1.1837, 3.0815, 2.2706
Si, -0.4911, -1.1775, 2.1589
Si, -0.4634, 1.7973, -1.0191
Si, -4.4146, -2.1026, -3.7303
Si, -1.8616, -2.9398, -1.0772
Si, -0.9556, -2.0158, 1.3639
Si, -0.255, 0.6976, 3.1327
Si, -0.8279, -2.7368, -2.0534
Si, -0.9157, 1.9088, 1.2717
Si, -1.1072, 0.9359, 3.3905
Si, -0.3499, -3.0229, -0.0041
Si, -0.0883, 1.7711, 2.7139
Si, 6.0558, -3.0308, -1.0462
Si, 1.0467, 2.2527, 1.5661
Si, -5.3966, -1.1485, 3.9751
Si, 0.1096, -1.1986, 3.187
Si, -3.8097, 0.4655, 2.1204
Si, -0.4779, 0.3471, 1.374
Si, -0.198, 2.0698, -0.8483
O, 0.2504, -0.2989, -0.9137
O, 1.364, -0.3356, -2.9135
O, -1.0981, 0.5687, -1.339
O, 0.5084, 0.2446, -3.1084
O, 1.6653, 2.5943, -1.053
O, -0.1111, -1.0886, 0.59
O, 0.0347, 1.7633, -2.1926
O, 1.6256, -0.7807, -0.0369
O, 1.1972, 0.2841, -1.6389
O, -3.253, 1.4325, 0.4951
O, 0.2005, -0.7225, 1.7395
O, 0.4749, -2.2799, -1.3457
O, -1.0276, -0.1403, -0.3315
O, -0.0234, 0.6939, -2.1572
O, -0.5962, 1.4604, -0.4051
O, 0.0376, -1.6537, 0.8811
O, 2.0931, 1.1097, 1.5035
O, -2.2569, -2.0738, -1.3266
O, 0.8478, 1.7548, -0.638
O, -0.7742, -0.4611, 0.9285
O, 1.3457, -0.7923, -2.0717
O, 0.658, 0.7782, -2.9275
O, -0.0978, 0.8941, 1.1099
O, -1.2268, -1.2223, 0.5159
O, 1.4887, 0.0311, -1.5048
O, -1.7751, -0.7147, 2.8897
O, 3.512, 2.302, 1.7261
O, 1.2091, 0.0677, 1.4206
O, -1.994, -1.7056, 0.0608
O, -1.8745, 1.0699, 1.9186
O, 0.2432, -0.3348, -0.8769
O, -1.6425, -2.6068, 0.3492
O, -0.1297, -0.1476, -0.4789
O, -1.6386, -0.4721, -0.1599
O, 1.1261, -0.5602, -3.2689
O, -0.3928, -1.2637, -0.3553
O, -0.9102, -1.6096, 0.8395
O, -4.4583, 3.0744, 1.0833
O, -1.7376, -1.3904, 2.0202
O, -0.295, -1.5974, 2.2941
O, 0.461, -1.3069, -0.5307
O, 2.0745, -0.1639, -0.842
O, 1.2987, -1.7662, 0.5797
O, -1.3016, 0.6227, 0.1235
O, -0.6918, -2.7883, 0.599
O, -1.5334, -1.3208, -1.1325
O, 0.8763, 0.8623, 1.3626
O, -1.3074, 0.1618, 2.1829
O, 1.1787, 3.383, 2.2997
O, -1.2936, 2.486, -1.9341
O, 1.8499, 0.6609, 0.807
O, -1.761, 0.6184, -0.6928
O, 2.7034, -0.2432, 1.195
O, -1.7173, -2.4756, -0.4228
O, 0.5435, -0.5994, -0.6562
O, -1.4998, 1.6786, -0.0563
O, 1.078, 0.9231, -1.3983
O, 1.6257, 0.8833, 0.8415
O, 1.5976, 1.4734, -1.6997
O, 0.4073, 0.4736, -0.9256
O, 1.5326, 1.234, 0.1288
O, 0.8606, -0.3451, -0.2317
O, 1.9724, 1.921, -0.8783
O, 1.56, 0.5258, 1.9666
O, 0.4459, 0.2549, 0.4427
O, 3.4051, -1.2287, 1.0671
O, 1.6136, 1.376, 0.1498
O, 0.2696, -0.8028, 0.7427
